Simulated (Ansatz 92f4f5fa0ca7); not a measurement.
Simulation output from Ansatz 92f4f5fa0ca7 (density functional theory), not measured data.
Periodic cell of 222 atoms, Si131O89B2, from a study of silicon, its oxide and their interface. The atomic structure is a simulated model.

Settings: functional PBE; potential files Ansatz PAW; basis plane waves; wave-function cutoff 700 eV; density cutoff ratio 5; exchange-correlation grid ratio 1; k mesh 2 x 2 x 1, shifted by 0.5 0.5 0.5 of a step; self-consistency stop 5e-08 eV per atom in the density residual; occupations fixed; spin none; net charge 0.

Cell vectors (angstrom)
a 10.938 0 0
b 0 10.938 0
c 0 0 32.1988

Atoms: element, x, y, z (angstrom)
Si 10.592 0.2216 24.8709
Si 5.7433 10.6745 24.733
Si 2.4872 2.8985 24.618
Si 8.4338 2.4558 24.8533
Si 0.29 5.1623 24.7481
Si 5.1553 5.7562 24.6927
Si 2.935 8.0166 24.5874
Si 7.9492 8.4342 24.7344
Si 1.3377 1.3802 26.0341
Si 6.8468 1.2985 26.1254
Si 4.0485 4.0967 25.9727
Si 9.6194 4.0632 26.086
Si 1.405 6.8272 25.9918
Si 6.774 6.8524 26.0278
Si 4.1055 9.5372 25.9924
Si 9.4708 9.5665 26.1514
Si 2.7333 -0.0102 27.3469
Si 8.1635 -0.0253 27.557
Si 0.0184 2.7182 27.4838
Si 5.4439 2.7424 27.3607
Si 2.7334 5.4618 27.4161
Si 8.1915 5.4694 27.3576
Si 0.0009 8.1771 27.372
Si 5.4413 8.2006 27.4433
Si 4.0848 1.3675 28.7429
Si 9.5782 1.3574 28.8369
Si 1.3705 4.113 28.8074
Si 6.8318 4.0974 28.743
Si 4.0965 6.8165 28.7955
Si 9.563 6.8235 28.7519
Si 1.3731 9.558 28.7405
Si 6.7876 9.5451 28.8526
Si 0.0196 -0.0214 30.1515
Si 5.4418 0.0189 30.1587
Si 2.7385 2.7326 30.145
Si 8.195 2.7427 30.1483
Si -0.0086 5.4747 30.1488
Si 5.4785 5.4585 30.1437
Si 2.7302 8.2014 30.1402
Si 8.2101 8.1877 30.153
Si 1.3673 1.3673 31.515
Si 6.8362 1.3673 31.515
Si 4.1018 4.1018 31.515
Si 9.5708 4.1018 31.515
Si 1.3673 6.8362 31.515
Si 6.8362 6.8362 31.515
Si 4.1018 9.5708 31.515
Si 9.5708 9.5708 31.515
Si 2.7345 0 0.6835
Si 8.2035 0 0.6835
Si 0 2.7345 0.6835
Si 5.469 2.7345 0.6835
Si 2.7345 5.469 0.6835
Si 8.2035 5.469 0.6835
Si 0 8.2035 0.6835
Si 5.469 8.2035 0.6835
Si 4.1231 1.3591 2.0529
Si 9.5662 1.3569 2.0525
Si 1.3684 4.1184 2.0376
Si 6.8478 4.0861 2.0577
Si 4.1036 6.8298 2.0529
Si 9.5792 6.8357 2.0495
Si 1.3803 9.5509 2.0519
Si 6.8283 9.5917 2.0493
Si -0.0085 -0.0341 3.39
Si 5.4874 0.0122 3.4671
Si 2.7735 2.7763 3.3656
Si 8.1904 2.6973 3.4462
Si 0.0181 5.4795 3.4295
Si 5.4809 5.4654 3.4054
Si 2.7662 8.2074 3.4453
Si 8.2088 8.227 3.378
Si 1.393 1.3832 4.6344
Si 6.8419 1.35 4.9039
Si 4.1498 4.0869 4.799
Si 9.5734 4.0858 4.7552
Si 1.4108 6.8315 4.815
Si 6.8243 6.8916 4.7227
Si 4.1354 9.5757 4.8435
Si 9.5548 9.5507 4.7937
Si 2.738 0.0947 6.0642
Si 8.1984 -0.0618 6.2655
Si 0.03 2.6772 6.0307
Si 5.4668 2.7268 6.2827
Si 2.8079 5.4772 6.176
Si 8.1709 5.4858 6.0309
Si 0.0127 8.1835 6.1553
Si 5.5288 8.2224 6.2285
Si 3.8256 1.5675 7.586
Si 9.8403 1.1445 7.4307
Si 1.6238 3.8013 7.3133
Si 6.6369 4.4281 7.4564
Si 4.3942 6.6403 7.5376
Si 9.367 6.945 7.4046
Si 1.1359 9.9066 7.313
Si 7.1575 9.2253 7.6746
O 8.3228 8.0969 7.9088
O 2.7083 2.7305 7.9473
O 9.5269 1.3487 24.2762
O 4.0537 6.8715 24.1239
O 0.0212 0.028 7.9452
O 5.5127 5.5148 8.0223
O 6.8568 9.5638 24.1966
O 1.3775 4.0487 24.1562
O 3.8518 7.4001 8.9212
O 0.8137 4.372 8.6115
O 9.8115 6.1711 8.7995
O 2.0629 9.3791 8.5581
O 7.5081 3.9492 8.7734
O 4.2533 0.9011 9.0486
O 6.7213 9.5313 9.233
O 9.223 1.8855 8.7677
O 7.6941 3.145 23.5671
O 10.5251 5.8507 23.4393
O 5.094 0.4176 23.3883
O 5.8704 5.1064 23.3628
O 3.0979 2.1739 23.2501
O 2.3056 8.7337 23.2154
O 8.6411 7.7551 23.4003
O 0.2352 10.3327 23.5956
Si 4.4046 1.5578 22.4545
Si 3.5301 8.0062 14.1893
Si 7.1521 0.9396 14.5978
Si 0.9503 9.3716 22.5148
Si 1.1926 4.3135 11.8875
Si 6.3157 8.9995 15.521
Si 0.6929 1.3502 12.2645
Si 8.6163 4.9614 20.5275
Si 0.3104 5.6961 9.3848
Si 5.037 2.9386 17.7412
Si 0.8643 3.7039 16.6765
Si 10.4021 2.8562 19.1752
Si 5.2944 1.2107 10.2897
Si 0.9515 0.1948 19.8227
Si 6.6648 9.4876 10.8743
Si 9.3376 9.8923 18.226
Si 9.4233 9.2542 12.5643
Si 6.5751 3.8402 22.6219
Si 2.4384 8.0615 9.4159
Si 10.4189 7.3852 17.0992
Si 2.4316 6.3001 16.6559
Si 10.1557 4.4684 14.1708
B 6.4225 10.061 18.2721
Si 7.9575 2.5789 9.5212
Si 8.8928 2.131 12.3769
B 5.0676 5.699 17.6711
Si 3.9979 0.5695 19.4194
Si 4.2713 3.8981 11.9612
Si 5.5571 6.6634 12.228
Si 7.9508 2.5446 17.1667
Si 4.3443 2.3554 14.7557
Si 1.5499 1.156 15.1831
Si 1.6192 9.3944 12.0838
Si 8.0522 6.8783 13.9714
Si 10.4167 9.8503 15.439
Si 9.829 7.0208 22.5541
Si 7.8508 5.567 17.5142
O 6.0385 8.0186 11.3681
O 6.1797 9.3485 17.1137
O 7.7701 1.2592 13.1345
O 0.779 1.6873 13.8576
O 9.2022 6.3004 16.9445
O 6.7796 6.2341 13.2069
O 5.0149 4.468 18.3045
O 9.1943 2.2246 18.2053
O 2.448 0.0283 19.1001
O 9.479 10.4032 16.6678
O 2.7872 4.5322 11.6442
O 5.3169 10.5796 18.9787
O 9.3935 3.2744 13.3938
O 0.4792 1.7813 19.903
O 3.1395 1.2434 14.8382
O 8.0394 5.4406 19.1046
O 3.8819 6.4041 17.4539
O 4.5312 3.0944 16.1939
O 9.0885 5.6817 14.338
O 5.4503 2.7666 22.1644
O 10.5668 4.0407 15.6807
O 0.3682 3.835 18.2221
O 10.537 10.5409 19.1182
O 9.7064 10.0909 13.9785
O 10.9184 8.1343 22.0789
O 1.2855 2.1446 16.4473
O 9.7351 3.7782 20.348
O 7.8686 4.1207 16.7585
O 0.0057 9.0476 11.9368
O 6.5107 2.2199 17.8816
O 5.63 10.7795 11.1844
O 7.7639 10.1809 18.7173
O 10.0585 1.0554 11.9223
O 1.3137 6.9374 9.1446
O 0.6407 4.7313 13.3774
O 5.2325 5.1819 11.5446
O 2.6761 7.1183 15.2643
O 1.028 2.7327 11.4873
O 0.9428 10.61 15.5178
O 2.4598 8.5609 10.9598
O 4.7277 2.5199 11.1457
O 4.2078 3.4697 13.5589
O 2.1152 4.713 16.3913
O 10.5874 8.2429 15.7011
O 7.0077 10.2736 14.7818
O 2.4135 9.0018 13.4763
O 8.0189 1.6599 15.7912
O 4.1943 7.0532 13.0426
O 4.0573 1.9901 18.6144
O 7.3269 4.3818 21.3087
O 8.3463 2.9101 11.061
O 1.0294 6.8505 17.3926
O 5.651 1.4805 14.5015
O 8.1807 9.7488 11.5521
O 9.2254 6.2851 21.2442
O 8.9279 7.7747 12.9636
O 1.6727 0.0982 11.8818
O 6.3153 6.2155 17.3066
O 7.3763 7.7666 15.1988
O 1.2046 10.3337 21.2292
O 9.7918 8.3182 18.2872
O 4.027 0.8586 21.0343
O 0.2706 5.282 10.9478
O 6.6903 1.5684 9.521
O 4.7949 8.7586 14.9348

Results
free energy: -134224.985 eV
free energy less fixed offsets of B -155.45, O -569.03, Si -635.61 eV per atom: -5.505 eV

Forces (eV/angstrom), in the order of the atoms: element, x, y, z
Si -0.0172 0.0104 -0.047
Si 0.0196 -0.0095 -0.0405
Si -0.0121 0.0131 -0.038
Si 0.0103 -0.015 -0.0258
Si 0.0121 -0.021 -0.0382
Si -0.0182 0.0199 -0.0334
Si 0.0157 -0.0121 -0.0426
Si -0.0064 0.0209 -0.0364
Si 0.005 0.0054 0.0025
Si -0.0015 -0.0054 -0.01
Si 0.0008 0.0032 0.0132
Si 0.0013 -0.0018 -0.0006
Si 0.0048 0.0047 0.0127
Si 0.0038 0.0086 0.0139
Si -0.0031 -0.0053 0.0109
Si -0.0066 -0.0062 -0.0083
Si 0.0011 -0.0009 0.0076
Si -0.004 -0.0037 -0.0018
Si 0.0037 0.0036 -0.0003
Si -0.0135 0.012 -0.0003
Si 0.0071 0.0002 -0.0089
Si -0.0028 0.005 -0.0025
Si 0.0072 -0.0069 -0.0027
Si -0.0009 0.0025 -0.0077
Si -0.0014 -0.0049 -0.0173
Si 0.0038 0.0054 -0.0156
Si -0.0006 0.0005 -0.0148
Si -0.0012 -0.0021 -0.0184
Si -0.0038 0.0022 -0.0148
Si -0.0006 -0.0041 -0.0138
Si 0.0013 -0.0009 -0.0194
Si -0.0118 -0.0024 -0.0088
Si 0.0035 -0.0063 0.0017
Si -0.0061 0.0036 -0.0044
Si 0.01 -0.0068 0.0042
Si -0.0102 0.0077 -0.0038
Si -0.007 0.0059 -0.0012
Si 0.0038 -0.0047 0.0011
Si -0.0072 0.0071 -0.0015
Si 0.0068 -0.0083 -0.0024
Si 0.0708 -0.0431 0.0147
Si -0.0363 0.0947 -0.0097
Si 0.0698 -0.0692 0.0061
Si -0.0699 0.0614 0.0037
Si -0.0624 0.0683 -0.0442
Si 0.0513 -0.1077 0.0556
Si -0.1642 0.0092 0.0144
Si 0.0476 -0.0745 0.0295
Si 0.0412 -0.0432 0.1044
Si -0.0508 0.0569 -0.1185
Si -0.0644 -0.0147 0.0398
Si 0.0981 -0.0316 -0.0022
Si -0.0303 0.1332 -0.1432
Si 0.0605 -0.0927 0.0874
Si 0.088 -0.0921 -0.0283
Si -0.0144 0.0495 0.0318
Si 0.007 -0.0066 0.0047
Si -0.0095 0.0051 -0.0036
Si 0.0028 0.0083 -0.0007
Si 0.0035 -0.0058 0.0037
Si -0.0091 0.0059 -0.0008
Si 0.0056 -0.0034 0.0049
Si 0.0015 -0.0051 0.0018
Si 0.0003 0.006 -0.0032
Si -0.0131 -0.0181 0.026
Si 0.0064 0.0079 0.0133
Si 0.0132 0.0163 0.0145
Si -0.0217 -0.0115 0.023
Si 0.0094 0.0049 0.015
Si -0.0157 -0.0131 0.0171
Si 0.0035 -0.0019 0.0238
Si 0.0104 0.0142 0.0135
Si 0.0014 -0.0039 -0.0061
Si 0.0029 -0.0001 -0.0132
Si 0.0004 0.0006 -0.0026
Si 0.0002 0.0017 0.0103
Si -0.0045 0.0014 -0.003
Si -0.0054 0.0096 0.008
Si 0.0076 -0.0115 -0.003
Si -0.0175 0.002 0.0015
Si 0.0101 0.0074 0.0154
Si -0.001 0.0047 -0.017
Si -0.0045 -0.012 0.0195
Si -0.0094 0.0009 -0.0194
Si 0.0112 0.0096 0.0009
Si 0.0139 -0.0058 0.0077
Si -0.0039 0.0049 -0.0135
Si 0.0069 0.0052 -0.0113
Si -0.0438 0.0014 0.0369
Si 0.0311 -0.0046 0.0141
Si -0.0074 -0.0279 0.0248
Si 0.0113 0.0412 0.0436
Si 0.013 -0.0018 0.0333
Si -0.0286 0.0055 0.0191
Si -0.0035 0.0385 0.033
Si 0.0176 -0.0346 0.0334
O -0.014 -0.0082 0.0326
O 0.0202 -0.0075 0.0194
O 0.0011 -0.0029 -0.0146
O -0.0001 0.0058 -0.022
O 0.0029 0.0044 0.0285
O -0.0013 -0.0038 0.0138
O -0.0001 -0.0018 -0.0162
O -0.0018 -0.0095 -0.0178
O -0.0086 -0.0068 -0.0146
O 0.0057 0.0211 -0.0058
O 0.0163 0.0007 -0.0103
O -0.0121 -0.0274 0.0028
O -0.0161 -0.0211 -0.0121
O 0.006 0.0254 -0.0109
O 0.0012 -0.0055 -0.0076
O -0.0165 0.0034 -0.0025
O -0.0005 -0.0043 0.0005
O 0.0058 0.0126 0.011
O 0.0011 0.005 0.0077
O -0.0041 -0.0126 0.0079
O 0.0145 0.0068 0.0106
O -0.0135 -0.0112 0.0162
O 0.0075 0.0008 0.0096
O 0.0041 0.0015 0.0052
Si -0.0044 0.0005 -0.0053
Si -0.0047 0.0025 0.0015
Si 0.003 -0.0014 -0.008
Si -0.0016 0.0048 -0.0046
Si -0.0021 0.0044 0
Si 0.0025 -0.001 0.0023
Si 0.0019 0.0011 -0.0056
Si 0.0018 0.0016 -0.006
Si 0.006 0.0064 0.0047
Si -0.0063 -0.0026 0.0043
Si -0.0013 0.0041 -0.0003
Si 0.0074 -0.0006 0.0052
Si 0.0062 0.0052 -0.0017
Si -0.0009 0.008 0.0079
Si 0.0085 0.0023 0.0065
Si 0.005 -0.0042 -0.0002
Si 0.0029 -0.001 -0.001
Si -0.0057 -0.0016 -0.0006
Si -0.0096 -0.0011 -0.0009
Si -0.0076 0.0027 -0.0025
Si -0.0068 0.0024 -0.0057
Si -0.003 0.0014 0.0019
B -0.0153 -0.0155 -0.0094
Si -0.0004 -0.0032 0.0074
Si 0.0031 0.0024 -0.0014
B -0.0065 -0.0071 0.0176
Si -0.0028 0.0058 0.0045
Si -0.0076 0.0053 0.0051
Si -0.0027 -0.0028 0.0074
Si 0 0.0017 -0.003
Si -0.0038 -0.0014 -0.0049
Si -0.0007 -0.0025 0.0003
Si 0.0031 0.0011 0.0013
Si 0.0026 -0.0035 0.0027
Si -0.0018 -0.0027 -0.0015
Si 0.0038 0.0023 -0.0068
Si 0.0043 0.0031 -0.0052
O 0.0014 0.0113 0.0026
O -0.0026 -0.0038 -0.0332
O 0.0097 0.012 0.0093
O 0.0119 -0.018 -0.0027
O 0.002 -0.0013 0.0009
O 0.0038 0.0277 0.0016
O 0.0024 -0.0286 -0.0066
O -0.0036 0.0222 -0.0026
O 0.0084 0.0033 -0.0007
O 0.0187 -0.0227 0.0112
O -0.0075 0.0035 0.011
O -0.0061 0.0158 0.011
O 0.005 0.0027 -0.0032
O -0.0007 0.0238 -0.0091
O -0.0058 0.0233 0.0091
O 0.0081 -0.0141 -0.0082
O -0.0066 0.0069 -0.0174
O 0.007 -0.0241 0.0015
O -0.001 -0.0124 0.0039
O -0.0007 -0.0021 0.0143
O 0.0331 -0.0092 -0.0045
O -0.0084 -0.0189 -0.0109
O -0.0036 -0.0016 -0.0138
O 0.0247 -0.0209 0.0167
O -0.0028 0.0021 0.0198
O -0.0052 0.007 -0.023
O -0.0162 0.0095 -0.0257
O -0.0053 -0.0087 0.0246
O 0.0106 0.0037 0.0048
O -0.0005 0.0203 -0.0169
O 0.0009 0.0031 -0.0107
O 0.015 0.0157 0.0126
O 0.0022 0.0273 0.0125
O 0.0016 -0.0055 0.0211
O -0.0091 -0.0144 -0.0021
O -0.0087 -0.0044 -0.0088
O 0.0106 0.0024 0.0041
O -0.0092 0.001 0.0144
O -0.0296 0.014 -0.0043
O -0.0128 -0.0001 -0.0092
O 0.017 -0.0044 -0.0031
O 0.0061 -0.0179 -0.0025
O -0.0223 0.0071 0.0097
O -0.0112 0.0213 0.0177
O -0.011 0.0039 0.0145
O 0.01 -0.0069 -0.0072
O -0.0216 0.0039 -0.0021
O 0.0172 0.0112 0.0027
O 0.0177 -0.0024 -0.0002
O 0.0117 0.0011 0.0091
O 0.0018 -0.0246 -0.0088
O 0.0128 -0.0167 -0.0151
O 0.0024 0.0175 0.0065
O -0.0273 -0.0146 -0.0178
O -0.0005 -0.01 0.0154
O -0.0109 0.0169 0.0139
O -0.0229 -0.0021 0.0161
O 0.011 0.0032 -0.0097
O -0.0092 0.0165 -0.0173
O -0.0089 -0.013 -0.001
O 0.0026 0.0138 -0.0299
O 0.0074 0.008 -0.0074
O 0.0148 -0.0056 -0.0165
O 0.0013 0.0211 0.0231
O 0.0081 -0.011 -0.0018

The program warned: the cutoff lies below the one the program advises for these potential files; the forces do not sum to zero within the program's tolerance; the exchange-correlation potential is rough where the density is thin.
